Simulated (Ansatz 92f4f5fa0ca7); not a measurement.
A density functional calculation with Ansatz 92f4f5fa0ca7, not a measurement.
Periodic cell of 406 atoms, Si266O140, from a study of silicon, its oxide and their interface. The atomic structure is a simulated model.
Doubt: the cutoff is far below the 930 eV that the study's wrapper takes by default for these files, so forces and energies are approximate.

Settings: functional PBE; potential files Ansatz PAW; basis plane waves; wave-function cutoff 580 eV; density cutoff ratio 5; exchange-correlation grid ratio 1; k mesh 1 x 1 x 1, Gamma-centred; self-consistency stop 5e-08 eV per atom in the density residual; occupations fixed; spin none; net charge 0.

Cell vectors (angstrom)
a 15.4687 0 0
b 0 12.8259 0
c 0 0 35.9046

Atoms and the computed forces on them: element, x, y, z (angstrom), force x, y, z (eV/angstrom)
Si 0.0178 1.1763 33.2304 0.017 -0.0098 -0.0127
Si 3.8881 1.1741 33.2272 -0.0197 0.0044 -0.0324
Si 7.7377 1.1767 33.2343 0.0219 -0.0053 -0.0124
Si 11.6506 1.1776 33.2379 -0.0352 -0.0187 0.0015
Si 1.9545 7.5838 33.226 -0.0121 -0.006 -0.0194
Si 5.7994 7.5867 33.2252 0.0245 -0.0236 -0.048
Si 9.7051 7.5887 33.2211 -0.0265 -0.0318 -0.0338
Si 13.5611 7.5894 33.2204 -0.0029 -0.0558 -0.0556
Si 1.9336 5.247 33.6377 0.0968 0.0861 0.0226
Si 5.8008 5.247 33.6377 0.087 0.1073 -0.056
Si 9.6679 5.247 33.6377 0.0743 0.2192 0.0635
Si 13.5351 5.247 33.6377 0.0775 0.1809 0.0085
Si 0 11.6599 33.6377 0.1629 0.167 -0.013
Si 3.8672 11.6599 33.6377 -0.0182 0.0989 0.0064
Si 7.7343 11.6599 33.6377 0.1914 0.1493 0.0077
Si 11.6015 11.6599 33.6377 0.0359 0.1277 -0.1647
Si 0 4.664 34.8744 -0.0165 -0.0154 -0.0175
Si 3.8672 4.664 34.8744 -0.0539 0.0091 -0.019
Si 7.7343 4.664 34.8744 -0.028 0.0198 -0.0178
Si 11.6015 4.664 34.8744 -0.041 0.0023 -0.0213
Si 1.9336 11.0769 34.8744 -0.0188 0.0248 0.0256
Si 5.8008 11.0769 34.8744 -0.013 -0.0417 -0.05
Si 9.6679 11.0769 34.8744 -0.0452 0.0288 -0.0003
Si 13.5351 11.0769 34.8744 -0.0371 -0.0627 -0.059
Si 0 2.332 35.2867 0.007 0.0294 0.0754
Si 3.8672 2.332 35.2867 0.0548 -0.0101 0.0302
Si 7.7343 2.332 35.2867 -0.072 0.0176 0.1014
Si 11.6015 2.332 35.2867 0.1592 0.0375 0.1385
Si 1.9336 8.745 35.2867 0.0589 0.0209 0.0314
Si 5.8008 8.745 35.2867 -0.0449 0.0234 0.0298
Si 9.6679 8.745 35.2867 0.0943 0.0241 -0.0013
Si 13.5351 8.745 35.2867 0.0361 0.0287 0.0052
Si 1.9336 1.749 0.6188 0.0267 -0.0017 -0.0073
Si 5.8008 1.749 0.6188 -0.0206 0.0709 0.0172
Si 9.6679 1.749 0.6188 -0.0249 -0.0409 -0.0296
Si 13.5351 1.749 0.6188 -0.0178 0.0522 0.0382
Si 0 8.162 0.6188 -0.0263 -0.0255 -0.009
Si 3.8672 8.162 0.6188 -0.0031 -0.0072 0.0106
Si 7.7343 8.162 0.6188 -0.0256 -0.0397 -0.0418
Si 11.6015 8.162 0.6188 -0.0449 -0.0095 -0.0029
Si 0 5.83 1.031 0.0142 0.0058 0.0104
Si 3.8672 5.83 1.031 0.0475 -0.0451 -0.0414
Si 7.7343 5.83 1.031 0.0201 0.0039 0.0186
Si 11.6015 5.83 1.031 0.0347 -0.0138 -0.0095
Si 1.9336 12.2429 1.031 0.0127 0.0379 0.0413
Si 5.8008 12.2429 1.031 0 0.0261 0.002
Si 9.6679 12.2429 1.031 0.0364 0.0097 0.0233
Si 13.5351 12.2429 1.031 0.0307 0.0465 0.0193
Si 1.9336 5.247 2.2678 0.0311 -0.0631 -0.1206
Si 5.8008 5.247 2.2678 -0.1487 -0.0105 -0.1218
Si 9.6679 5.247 2.2678 -0.0563 -0.0321 -0.0692
Si 13.5351 5.247 2.2678 -0.0845 -0.0505 -0.1604
Si 0 11.6599 2.2678 -0.0879 -0.0293 -0.0144
Si 3.8672 11.6599 2.2678 0.1073 -0.0021 0.0343
Si 7.7343 11.6599 2.2678 -0.0051 0.0278 0.1445
Si 11.6015 11.6599 2.2678 -0.0901 0.0141 0.1388
Si 1.9336 2.915 2.68 -0.0216 -0.0091 0.0137
Si 5.8008 2.915 2.68 0.0153 -0.1236 -0.078
Si 9.6679 2.915 2.68 0.0256 0.0553 0.0701
Si 13.5351 2.915 2.68 0.0278 -0.0762 -0.0287
Si 0 9.328 2.68 0.0319 0.0285 0.0397
Si 3.8672 9.328 2.68 0.0124 0.0447 0.0432
Si 7.7343 9.328 2.68 0.0345 0.0156 0.0353
Si 11.6015 9.328 2.68 0.0514 0.0093 0.0311
Si 0.4065 0.2057 26.4621 -0.2191 0.4763 0.0692
Si 3.589 0.0661 26.5293 0.0494 0.4389 0.1153
Si 8.2146 0.0563 26.7887 0.0092 0.5083 -0.0951
Si 11.3429 0.0837 26.7675 -0.1205 0.6557 -0.0309
Si 1.6546 6.4309 26.4138 0.3252 0.4154 -0.0659
Si 6.144 6.2407 26.759 0.0995 0.605 -0.3044
Si 9.2374 6.4599 26.8402 0.2396 0.3478 -0.3121
Si 13.9523 6.5797 26.512 -0.1849 0.3901 0.2641
Si 1.9978 4.1456 26.9688 0.055 -0.4045 -0.386
Si 5.9144 3.9333 27.0593 0.0544 -0.4789 -0.3993
Si 9.7493 4.212 27.027 -0.079 0.0013 -0.4176
Si 13.6008 4.2463 27.0282 0.1797 -0.3875 -0.3073
Si 0.1314 10.7151 26.8533 0.1487 -0.2651 -0.3386
Si 4.04 10.5787 26.9702 -0.0037 -0.28 -0.4045
Si 7.6684 10.6415 26.9672 -0.0912 -0.1321 -0.3885
Si 11.7672 10.6283 27.0483 0.1267 -0.339 -0.2249
Si 0.0723 3.6174 28.2527 -0.039 0.1132 0.1856
Si 3.9114 3.5431 28.2419 -0.0546 0.0895 0.1428
Si 7.8559 3.4393 28.2411 0.0659 -0.1524 0.289
Si 11.6628 3.6411 28.2516 0.0049 0.0035 0.1741
Si 2.0262 9.9763 28.1008 -0.0885 0.1214 0.2741
Si 5.8644 10.0298 28.3405 -0.0078 -0.0362 0.128
Si 9.7078 9.9509 28.0523 -0.0377 0.0402 0.311
Si 13.6991 10.061 28.228 0.0565 0.0428 0.1849
Si 0.0877 1.2835 28.6334 -0.0446 -0.2227 -0.2185
Si 3.8635 1.2092 28.6583 -0.0139 -0.2298 -0.1374
Si 7.8622 1.1766 28.8249 -0.0986 -0.0146 -0.0646
Si 11.6234 1.3142 28.7687 0.0658 -0.2233 -0.0826
Si 1.977 7.6427 28.5315 -0.1031 -0.2305 -0.1122
Si 5.8195 7.6572 28.6791 0.0816 -0.2497 -0.0722
Si 9.7024 7.7217 28.737 -0.0482 -0.0765 -0.0604
Si 13.6602 7.7113 28.6336 -0.035 -0.28 -0.1368
Si 1.9664 0.6268 29.9382 -0.0174 0.01 -0.0513
Si 5.8244 0.6178 29.9086 0.0116 -0.048 -0.0931
Si 9.7621 0.6408 30.0603 -0.0157 -0.1108 0.0181
Si 13.6068 0.6699 29.8858 0.0566 -0.0653 -0.0742
Si 0.0812 7.0886 29.9003 0.0779 -0.0335 -0.0079
Si 3.8752 7.0483 29.8586 -0.0434 0.0161 0.0166
Si 7.7573 7.0822 29.9524 -0.0312 -0.0909 -0.0013
Si 11.6874 7.0944 29.8625 0.027 -0.0736 -0.0129
Si 0.0621 4.7441 30.3352 -0.003 0.0837 -0.0263
Si 3.9042 4.7138 30.3079 0.0407 -0.0301 0.0423
Si 7.7904 4.7079 30.3006 0.0404 0.0692 -0.1273
Si 11.6331 4.7601 30.3261 0.0524 0.0249 0.0653
Si 1.9858 11.0914 30.2599 0.0188 0.0603 -0.0655
Si 5.8439 11.1219 30.3987 -0.0086 0.0779 0.1121
Si 9.7212 11.0918 30.2442 0.0078 0.1295 -0.0884
Si 13.6197 11.1571 30.329 0.0249 0.01 0.012
Si 1.9763 4.1059 31.5725 -0.0088 0.0456 -0.1306
Si 5.8416 4.1148 31.5551 -0.0289 0.0188 -0.1648
Si 9.7065 4.1241 31.5737 -0.0303 0.0333 -0.1523
Si 13.5719 4.1308 31.5597 0.0181 0.0028 -0.1642
Si 0.0654 10.5268 31.5654 -0.0347 0.0133 -0.1357
Si 3.8817 10.5076 31.5745 0.0114 0.0124 -0.1348
Si 7.8041 10.5191 31.572 -0.0229 0.0313 -0.153
Si 11.6462 10.5278 31.5393 0.0398 -0.083 -0.1715
Si 1.9544 1.7739 32.0071 0.0132 -0.0833 -0.0707
Si 5.8152 1.7786 31.9776 -0.0085 -0.012 -0.0479
Si 9.7031 1.8058 32.0801 0.0072 -0.1106 -0.0677
Si 13.5768 1.7921 31.9785 0.008 -0.0002 -0.0822
Si 0.0363 8.1991 31.9939 0.0182 -0.0399 -0.0727
Si 3.8729 8.1712 31.9625 -0.0269 -0.0167 -0.0335
Si 7.7532 8.1957 32.0298 0.0033 -0.0795 -0.0703
Si 11.6452 8.1938 31.9664 0.0147 0.0433 -0.0172
Si 0 2.332 3.9167 0 -0.2976 -0.3448
Si 3.8672 2.332 3.9167 0.1759 -0.1221 -0.0247
Si 7.7343 2.332 3.9167 -0.3219 -0.1167 -0.1027
Si 11.6015 2.332 3.9167 0.0595 -0.2239 -0.1463
Si 1.9336 8.745 3.9167 -0.0311 -0.2334 -0.0187
Si 5.8008 8.745 3.9167 -0.0481 0.0787 0.2747
Si 9.6679 8.745 3.9167 -0.1381 -0.107 0.2083
Si 13.5351 8.745 3.9167 -0.1672 -0.1052 0.1095
Si 1.9296 6.4011 4.318 0.0109 0.0474 0.0153
Si 5.7531 6.4125 4.3135 0.0627 -0.0606 -0.0302
Si 9.6405 6.4004 4.3268 0.0183 0.0379 0.0172
Si 13.5085 6.4028 4.3109 0.0173 0.0043 -0.0151
Si -0.0326 12.8118 4.3326 -0.0049 0.0617 0.0662
Si 3.8811 12.819 4.3389 -0.0139 0.0411 0.025
Si 7.7262 12.8203 4.3571 0.0024 -0.0098 0.0602
Si 11.5666 12.8148 4.3571 0.0113 0.0339 0.0789
Si -0.0199 5.7718 5.4907 -0.0819 0.1161 0.0936
Si 3.8444 5.8059 5.5818 -0.0488 -0.0025 0.0642
Si 7.6724 5.8097 5.5214 -0.1156 0.1417 0.0395
Si 11.5802 5.7917 5.5471 -0.0392 0.0849 0.0502
Si 1.924 12.1765 5.5048 0.0505 0.0417 0.055
Si 5.8022 12.2611 5.638 0.0058 -0.0111 0.0514
Si 9.6346 12.2187 5.6449 0.0216 -0.0296 0.0283
Si 13.4975 12.2122 5.5987 0.0254 -0.0397 -0.0062
Si 0.0137 3.4535 5.9427 0.0335 -0.0656 0.0755
Si 3.9089 3.4682 5.9872 -0.0048 0.0083 0.1387
Si 7.6545 3.4723 5.9721 0.0437 -0.0761 0.1335
Si 11.6177 3.4498 5.9729 -0.0511 0.057 0.1961
Si 1.8898 9.8638 5.9862 0.0046 -0.0169 0.1662
Si 5.7548 9.9158 6.0268 -0.0303 0.035 0.1696
Si 9.601 9.879 6.0208 0.0236 -0.0375 0.1375
Si 13.4677 9.8785 6.0047 -0.0329 0.0222 0.1479
Si 1.9572 2.7922 7.1097 -0.0337 -0.1171 -0.0036
Si 5.7838 2.9092 7.3741 -0.0251 -0.0549 0.0924
Si 9.6153 2.7978 7.0755 -0.0492 -0.074 -0.0219
Si 13.5882 2.8044 7.1759 -0.0038 0.004 0.0077
Si -0.0619 9.2593 7.2162 0.0133 -0.0853 0.0135
Si 3.7995 9.2772 7.2754 0.0391 -0.0338 0.0268
Si 7.6627 9.3843 7.3482 0.104 -0.0523 0.0895
Si 11.5213 9.3127 7.3051 0.0073 0.0231 -0.0712
Si -0.0753 6.8998 7.5443 -0.0703 0.0602 -0.0459
Si 3.7735 6.9314 7.6763 -0.0587 0.0958 -0.0656
Si 7.5411 7.0052 7.5516 -0.0451 0.0177 -0.029
Si 11.541 6.9483 7.6084 -0.0031 0.0356 0.0649
Si 1.9435 13.2812 7.5681 0.0354 0.0721 -0.0249
Si 5.8098 13.3758 7.778 0.0737 0.0907 0.0535
Si 9.6351 13.3459 7.7727 -0.0259 0.007 0.2361
Si 13.5067 13.3228 7.6992 0.0415 -0.058 0.0798
Si 1.8041 6.2507 8.7979 -0.0475 0.2616 0.0984
Si 5.6781 6.3786 8.9446 0.1317 0.1231 0.0089
Si 9.4907 6.3568 8.6277 0.0358 0.1694 0.1028
Si 13.4925 6.2321 8.7929 -0.1907 0.2656 0.0699
Si 0.0344 12.6808 8.821 0.0232 0.1185 -0.073
Si 3.8291 12.6953 8.8947 0.0327 0.0936 0.0237
Si 7.6959 12.9127 9.2134 -0.0321 0.0826 0.1138
Si 11.6034 12.7863 9.0778 -0.084 0.3292 -0.0006
Si 1.9724 3.9108 9.1436 -0.015 -0.0269 -0.0636
Si 5.8068 4.0857 9.5467 -0.0181 -0.157 -0.2552
Si 9.5492 4.0508 9.003 -0.0312 -0.0677 -0.3309
Si 13.6679 3.9247 9.2301 0.1239 -0.2156 -0.1788
Si -0.0759 10.3566 9.3247 -0.1 -0.0378 -0.2554
Si 3.7273 10.3589 9.4165 0.038 -0.0586 -0.1635
Si 7.6325 10.5636 9.5569 0.0451 0.1308 -0.3907
Si 11.4504 10.4423 9.4531 0.0067 -0.051 -0.3771
Si 0.1624 3.3217 10.5255 0.1657 0.3554 0.283
Si 3.7835 3.3727 10.6034 -0.0952 0.4624 0.3027
Si 7.9088 3.6087 10.6141 0.1697 0.4837 0.3243
Si 11.535 3.5255 10.0551 -0.0187 0.4764 0.1484
Si 1.7645 9.671 10.6385 -0.2483 0.3965 0.4152
Si 5.6585 9.8723 10.68 -0.0559 0.3769 0.3545
Si 9.5461 9.8327 10.7609 0.0546 -0.0215 0.5209
Si 13.4033 9.7173 10.4955 -0.0283 0.2807 0.4341
Si 0.4776 1.0011 10.8262 -0.1883 -0.4589 0.3137
Si 3.6329 1.0638 10.933 0.0348 -0.6304 0.1795
Si 8.1816 1.4475 11.411 -0.136 -0.1901 0.1599
Si 11.2982 1.4417 11.0178 0.3245 -0.4237 0.054
Si 1.3337 7.3344 10.8762 0.0388 -0.4842 0.149
Si 5.9469 7.5398 11.0208 -0.0227 -0.4224 0.2258
Si 9.0628 7.5964 10.5711 0.2324 -0.7223 0.2926
Si 13.648 7.4164 10.8382 -0.1247 -0.5412 0.217
O 13.3146 10.3559 12.029 0.0478 -0.0888 -0.3766
O 8.3833 17.399 11.9129 -0.1342 -0.0344 -0.2528
O 9.7904 1.9308 19.3175 -0.0198 0.049 0.0307
O 7.239 0.7119 25.6498 0.0336 0.0093 0.0659
O 8.1327 5.8998 14.174 0.0899 -0.0859 -0.1512
O 4.547 3.0703 16.4396 -0.0495 0.0236 -0.0858
O -3.9887 8.8029 23.4494 0.1443 -0.1932 0.4007
O 11.7928 5.513 23.8252 0.0892 -0.0732 0.159
O 0.5855 4.1528 11.9462 -0.1402 -0.1185 -0.2441
O 11.5427 17.6019 11.1176 0.0429 0.1383 0.1729
O 5.6459 10.7811 12.093 0.0654 -0.1364 -0.348
O 13.7429 8.8099 18.661 0.098 -0.0194 0.0029
O -0.4438 13.0209 11.9455 0.0878 0.0314 -0.3457
O 7.4898 1.4959 12.9677 0.2617 -0.2046 -0.4889
O -2.7396 10.7044 21.989 0.0505 -0.057 0.045
O 6.0264 7.4576 14.628 -0.1507 -0.0335 -0.1214
O 2.0863 6.4116 12.0299 -0.0074 0.1271 -0.1071
O -2.7737 19.6702 12.1019 0.1396 0.0819 -0.2334
O 12.4055 14.3128 12.2672 -0.2638 -0.1304 -0.2393
O 5.128 6.7604 12.2557 0.1429 0.0468 -0.4364
O 2.0439 13.6283 11.3665 -0.0527 0.1484 -0.121
O 9.737 9.9246 12.4698 -0.0802 0.2683 -0.7981
O 7.2017 11.8893 16.4233 -0.0839 -0.0081 -0.0601
O 3.299 4.0479 12.0825 0.1228 -0.1129 -0.3066
O 5.7127 12.0759 14.3699 0.0055 0.0423 -0.2669
O 4.4879 9.6487 25.6076 -0.1873 0.1234 0.3994
O 10.0208 4.0824 25.3264 -0.0167 -0.1174 0.3783
O 6.153 3.9479 19.5457 0.0015 0.0204 -0.0047
O 0.3909 10.0276 25.3336 0.0511 0.032 0.3388
O 2.6338 6.8885 25.1215 -0.2517 0.0363 0.2284
O 4.5879 0.8017 25.4367 -0.1544 0.0137 0.0135
O 10.1083 6.7386 25.4361 -0.0327 0.0016 0.2517
O 20.8322 8.3566 20.9553 0.0084 -0.0263 0.1436
O 12.2996 14.8401 20.8098 0.0387 0.0484 0.0956
O 25.5712 10.9204 22.5308 0.0339 -0.0402 0.078
O 13.9065 6.3859 17.6488 0.0665 -0.0202 0.0106
O 17.4816 0.2557 26.0034 0.0108 0.0098 0.1422
O 2.1254 3.1885 25.5641 -0.0762 0.0141 0.4462
O 7.1205 10.2693 25.4066 0.1042 0.0307 0.3746
O 13.6307 3.2112 25.7235 -0.0444 0.1327 0.1026
Si 2.4179 3.7383 24.0555 0.0131 -0.0182 -0.266
Si 12.0135 15.4843 16.2951 0.0348 0.0455 0.1844
Si 9.7131 9.2277 13.9505 0.0461 -0.1645 0.4778
Si 13.3669 4.875 14.781 -0.0312 -0.0078 0.3014
Si -5.6774 12.4405 22.0057 -0.0314 -0.0629 -0.107
Si 20.2057 11.8069 22.2602 0.1023 0.0055 -0.502
Si 9.9828 0.3414 19.0592 0.0447 -0.0568 -0.0098
Si 17.1803 27.1092 19.0557 0.0611 -0.0217 0.1003
Si 0.8983 -7.1018 15.1595 -0.2901 0.2013 0.2905
Si 19.8971 1.701 17.3673 0.1368 -0.0146 0.1475
Si 21.2799 7.7374 22.4058 0.122 0.0273 -0.3587
Si 5.7867 15.2711 20.0328 0.0479 -0.0204 -0.004
Si 6.568 6.6562 17.3564 0.1121 0.1469 0.0276
Si 20.3388 -0.9375 12.9977 -0.0816 -0.0262 0.2651
Si 17.3617 23.8329 13.555 -0.0481 -0.0218 0.2984
Si -0.0769 3.9154 19.7557 -0.0635 0.0332 -0.0199
Si -2.8207 8.7409 24.6189 -0.1409 0.0345 -0.3039
Si 12.5467 -0.0493 17.5612 -0.1175 0.0551 0.0765
Si 12.4461 3.5324 20.2611 0.0191 -0.0622 -0.1475
Si 22.4551 0.8094 22.154 0.2394 -0.231 -0.3923
Si -2.5131 14.9718 13.648 -0.0865 0.1315 0.4854
Si 17.4185 4.8561 12.5457 -0.0637 -0.0683 0.1718
Si 13.0908 23.3846 13.6069 -0.0513 -0.1448 0.2996
Si 7.6373 15.2249 14.3547 -0.0031 0.0912 0.3773
Si 15.0609 -0.0146 13.5625 0.005 0.042 0.3727
Si 12.7289 5.6762 22.5182 -0.0249 -0.0111 -0.4987
Si 7.5285 30.4533 19.417 0.0061 0.0231 0.0167
Si 15.3656 21.726 18.9275 -0.0734 -0.0028 0.0152
Si 3.2695 14.4792 21.7677 0.1698 -0.077 -0.3158
Si 10.0421 -22.3448 18.4954 -0.009 -0.0563 -0.0093
Si 7.6176 7.2729 14.8482 0.1686 0.0304 0.185
Si -9.7453 10.0177 24.5863 0.0896 -0.0781 -0.2938
Si -1.363 11.5446 21.8213 -0.175 0.0038 -0.0874
Si 15.4458 22.5544 23.7935 0.0041 0.0689 -0.2759
Si 15.2482 -13.8906 18.831 -0.0685 -0.0063 0.0219
Si -11.0119 9.1367 17.3501 0.085 -0.0199 0.1578
Si 26.7519 5.9928 12.1245 -0.1394 0.0596 0.064
Si -9.4773 14.3662 25.0287 0.173 -0.1464 -0.1716
Si 21.0945 -0.9457 15.9897 0.0871 -0.0992 0.2958
Si 15.772 5.2537 22.4304 -0.0312 0.0345 -0.406
Si 2.4119 -4.4298 15.1213 -0.0936 -0.0521 0.2355
Si 4.0005 6.2852 24.4094 0.0929 0.0424 -0.2007
Si 25.7574 18.2746 24.4253 -0.294 0.0532 -0.0888
Si 8.4166 0.1325 16.2601 0.1646 -0.1588 0.1301
Si 1.2801 -4.7104 21.5676 0.0718 0.0791 -0.3044
Si 9.0252 4.785 13.4088 -0.1774 0.0344 0.2367
Si 5.3574 17.0609 15.578 0.1177 -0.0259 0.2574
Si -2.6259 -5.2201 18.0047 -0.0732 0.0466 -0.035
Si 12.2113 20.7136 15.0046 0.061 0.0297 0.2006
Si 10.8163 24.4504 15.1551 -0.0584 0.0414 0.3404
Si -1.971 1.7452 25.0432 -0.1205 -0.0431 -0.0714
Si 11.1734 7.5122 20.5915 -0.0836 0.0969 -0.1525
Si 24.045 -6.7126 21.8466 -0.0525 0.0564 -0.2063
Si 0.0698 6.2228 17.892 -0.0095 -0.0388 -0.0564
Si 19.5363 -3.5787 20.4965 0.1534 0.0483 -0.0706
Si 11.3444 9.8888 22.2276 -0.0911 0.2969 -0.3661
Si 4.7827 6.7524 13.8611 0.1271 0.1441 0.4054
Si 12.4908 26.9051 22.2358 -0.2173 -0.3547 -0.2957
O 13.1382 -3.6981 14.4247 0.0178 0.0846 -0.1506
O 20.4969 10.4538 16.5467 0.0152 0.0883 -0.1113
O 19.5818 -3.2755 18.8969 -0.0488 0.0314 -0.0099
O 16.5937 8.88 23.0032 -0.0263 -0.0203 0.2012
O 5.9686 3.071 25.599 -0.0716 0.3078 0.3254
O -4.6616 8.0319 14.1936 -0.0871 -0.0654 -0.1578
O 7.1164 6.2742 18.8471 -0.0352 0.0022 -0.0329
O 15.2097 7.2146 11.3472 0.1957 0.157 -0.1778
O 23.1516 -6.1241 26.3114 -0.312 -0.2014 0.3199
O 11.6453 20.0301 19.0513 0.0228 -0.0357 0.0199
O 3.1055 8.6332 16.5831 -0.0553 -0.0297 -0.1191
O 11.2318 4.0648 19.3149 0.0619 -0.0042 0.067
O 2.9145 14.4638 17.9762 -0.0658 0.0025 -0.0499
O -1.4895 12.1196 17.8872 0.0459 0.0016 -0.0413
O 11.0448 -3.7059 20.8191 0.0241 -0.0607 0.1289
O -2.5791 -5.4402 25.5132 0.1877 -0.1327 0.0755
O 10.0026 10.2151 15.2315 -0.0378 -0.0764 -0.1876
O 15.2022 11.097 22.934 0.0921 -0.0008 0.1718
O 4.5663 5.2588 14.5419 -0.0318 0.0803 -0.1308
O 8.1504 17.683 20.9141 0.0452 -0.0015 0.0652
O 4.6113 13.2702 12.1448 -0.1167 0.2062 -0.3595
O 3.4629 11.3171 13.5234 0.059 -0.0189 -0.1472
O -0.5468 0.9255 25.2778 0.1972 -0.0818 0.0865
O 19.552 -2.1621 21.3093 -0.0293 0.0536 0.1032
O 16.1399 7.7276 18.0891 -0.0417 -0.0032 -0.0134
O 11.7301 11.4655 13.8137 -0.0032 -0.031 -0.2572
O -2.6961 14.3657 17.2154 0.0148 -0.0365 -0.0773
O -5.6765 1.0461 11.6034 -0.1638 0.1263 0.069
O 15.9172 -2.4909 18.3819 -0.0098 0.0394 -0.0104
O 1.899 17.7105 14.1922 0.0744 -0.1211 -0.3396
O 33.6577 8.4323 20.8876 -0.1276 -0.0674 0.0989
O 6.1058 -16.759 23.4941 -0.0092 0.0951 0.2408
O 12.6189 6.3249 14.7819 0.0482 -0.0204 -0.1557
O 16.6034 6.51 21.8036 -0.0123 -0.0372 0.1348
O 14.0485 8.9104 23.8101 -0.1099 -0.0588 0.1447
O 8.2486 8.6014 14.194 -0.0207 0.0443 -0.2145
O 0.1348 8.6567 20.5279 -0.0135 -0.013 0.1244
O -3.6493 14.7866 14.8268 0.078 -0.0233 -0.2627
O 7.7608 14.3637 15.7457 -0.0437 0.1051 -0.1885
O 13.7521 0.2635 22.0599 0.0467 0.1131 0.0733
O 5.2122 6.574 25.447 0.1298 -0.0512 0.2254
O 7.8453 7.1893 16.4674 -0.0805 -0.0339 -0.0963
O 14.8983 5.3279 14.6531 0.0555 -0.013 -0.095
O 10.5972 18.0672 13.4247 0.0836 -0.0099 -0.1816
O 10.1363 7.0383 11.6746 0.0227 -0.0076 -0.0336
O 1.4307 10.4799 12.0779 0.0518 -0.0712 -0.2901
O 14.7322 -1.3516 20.3383 0.0518 -0.0325 0.0535
O 7.2189 6.9526 22.1781 -0.0549 0.0295 0.0987
O 17.1962 -3.037 14.6301 -0.0374 0.1617 -0.1745
O 0.3402 5.3948 19.2468 -0.0106 -0.0394 0.0535
O 3.5346 7.767 14.1162 0.0074 -0.0216 -0.2198
O 12.9687 2.1139 23.5303 0.2327 0.1219 0.3754
O -9.1047 3.3964 14.5957 -0.0214 -0.0509 -0.1199
O 1.1722 7.3318 15.1273 0.0793 -0.0371 -0.1162
O 8.6563 4.1484 18.4208 0.0207 -0.0142 -0.0494
O 11.536 12.7117 18.8381 0.0181 -0.0188 0.01
O 12.3425 6.9529 21.5846 0.1367 -0.092 0.181
O -3.6207 11.9043 16.3773 0.0066 -0.0222 -0.1149
O 19.9914 6.8902 22.9726 -0.2069 -0.109 0.3127
O 6.0168 5.2489 16.6976 -0.0985 -0.163 -0.1793
O 0.0708 19.5912 25.9963 -0.1823 -0.1191 0.0866
O 15.6428 4.0088 21.3649 0.0134 -0.0088 0.1134
O 16.3492 12.9355 18.7006 0.0402 0.014 -0.0647
O 12.2098 9.9811 25.572 -0.0366 0.1268 0.1695
O 20.935 14.4761 18.643 -0.0608 -0.0032 -0.0763
O 21.5819 12.3677 21.5752 -0.0439 0.0392 0.1499
O 7.0631 1.8303 20.8668 -0.0555 -0.0387 0.1179
O 9.1995 5.5229 23.2184 0.1344 -0.0646 0.2003
O 12.1195 8.0898 16.6262 -0.0032 -0.0129 -0.1195
O -2.5459 16.8439 16.1222 -0.0066 0.0083 -0.1095
O 12.4594 4.3807 21.6144 0.0083 0.0902 0.1944
O 16.359 18.1976 16.7583 0.0326 0.0283 -0.0644
O 9.5148 12.3739 20.3916 0.0143 0.0002 0.005
O 14.3006 5.763 22.9251 -0.0159 -0.0057 0.1741
O 4.7513 0.3236 16.5498 -0.0339 -0.0255 -0.1092
O 9.1083 0.0426 17.7289 -0.0919 0.0279 -0.0776
O 23.9141 0.2717 22.6483 -0.0891 0.0632 0.0954
O 4.503 15.2771 21.0385 -0.1485 -0.0103 0.1258
O 9.6085 12.7189 15.1537 -0.0166 0.0009 -0.1368
O 10.5665 3.0176 16.9696 0.0332 0.0197 -0.099
O 16.5918 12.4008 14.011 0.078 -0.0636 -0.1701
O -1.1936 11.5138 14.1521 0.0798 0.0102 -0.1223
O 16.5777 17.4647 23.6868 -0.0418 -0.0278 0.1683
O 3.6905 13.041 22.3997 -0.1065 0.0359 0.1524
O 17.6522 14.1562 20.6066 -0.0217 -0.0006 0.0126
O 6.2294 14.3659 23.4042 -0.1963 0.1606 0.4625
O 13.1776 3.7812 13.5499 0.0092 -0.0381 -0.2901
O 11.0571 0.5177 22.4807 0.1616 0.143 0.0976
O 9.7721 13.1147 26.2341 0.045 -0.1564 0.2517
O 14.344 14.1922 14.1296 0.0605 -0.0079 -0.1604
O 24.4213 16.1854 14.2023 0.0497 0.0163 -0.1102
O -7.8944 -5.4783 11.2849 0.0546 0.0871 -0.2586
O 12.3408 13.6037 25.664 -0.1003 -0.0925 0.0848
O -1.6466 3.6625 19.4145 0.0113 -0.0033 0.0221
O 5.4815 7.8643 17.4547 -0.0598 -0.0083 -0.0277
O 3.7355 17.5322 24.0962 0.0664 -0.1058 0.1011
O 9.7067 6.9128 20.9744 -0.0277 -0.0312 0.0719
O 2.6511 2.5669 22.957 -0.0392 0.0564 0.2517
O 0.7637 -10.0525 18.9854 -0.0245 0.0314 -0.0221
O 20.6192 11.2942 23.7411 0.0461 -0.0265 0.3504

Results
free energy: -248719.829 eV
free energy less fixed offsets of O -568.88, Si -635.61 eV per atom: -4.369 eV

The program warned: the cutoff lies below the one the program advises for these potential files; the exchange-correlation potential is rough where the density is thin.
